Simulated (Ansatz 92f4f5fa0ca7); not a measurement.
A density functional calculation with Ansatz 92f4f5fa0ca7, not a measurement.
Periodic cell of 285 atoms, Si195O90, from a study of silicon, its oxide and their interface. The atomic structure is a simulated model.
Doubt: the cutoff is far below the 930 eV that the study's wrapper takes by default for these files, so forces and energies are approximate.
This geometry differs little from another in the collection (a relaxation step or a small displacement).

Settings: functional PBE; potential files Ansatz PAW; basis plane waves; wave-function cutoff 580 eV; density cutoff ratio 5; exchange-correlation grid ratio 1; k mesh 1 x 1 x 1, Gamma-centred; self-consistency stop 5e-08 eV per atom in the density residual; occupations fixed; spin none; net charge 0.

Cell vectors (angstrom)
a, 11.6015, 0, 0
b, 0, 10.938, 0
c, 0, 0, 40.2603

Atoms: element, x, y, z (angstrom)
Si, 0, 0, 0.9665
Si, 3.8672, 0, 0.9665
Si, 7.7343, 0, 0.9665
Si, 1.9336, 1.3673, 0.9665
Si, 5.8008, 1.3673, 0.9665
Si, 9.6679, 1.3673, 0.9665
Si, 0, 5.469, 0.9665
Si, 3.8672, 5.469, 0.9665
Si, 7.7343, 5.469, 0.9665
Si, 1.9336, 6.8362, 0.9665
Si, 5.8008, 6.8362, 0.9665
Si, 9.6679, 6.8362, 0.9665
Si, 1.9336, 2.7345, 39.2932
Si, 5.8008, 2.7345, 39.2932
Si, 9.6679, 2.7345, 39.2932
Si, 0, 4.1018, 39.2932
Si, 3.8672, 4.1018, 39.2932
Si, 7.7343, 4.1018, 39.2932
Si, 1.9336, 8.2035, 39.2932
Si, 5.8008, 8.2035, 39.2932
Si, 9.6679, 8.2035, 39.2932
Si, 0, 9.5708, 39.2932
Si, 3.8672, 9.5708, 39.2932
Si, 7.7343, 9.5708, 39.2932
Si, 0, 0, 4.8337
Si, 3.8672, 0, 4.8337
Si, 7.7343, 0, 4.8337
Si, 1.9336, 1.3673, 4.8337
Si, 5.8008, 1.3673, 4.8337
Si, 9.6679, 1.3673, 4.8337
Si, 0, 5.469, 4.8337
Si, 3.8672, 5.469, 4.8337
Si, 7.7343, 5.469, 4.8337
Si, 1.9336, 6.8362, 4.8337
Si, 5.8008, 6.8362, 4.8337
Si, 9.6679, 6.8362, 4.8337
Si, 1.9336, 2.7345, 2.9001
Si, 5.8008, 2.7345, 2.9001
Si, 9.6679, 2.7345, 2.9001
Si, 0, 4.1018, 2.9001
Si, 3.8672, 4.1018, 2.9001
Si, 7.7343, 4.1018, 2.9001
Si, 1.9336, 8.2035, 2.9001
Si, 5.8008, 8.2035, 2.9001
Si, 9.6679, 8.2035, 2.9001
Si, 0, 9.5708, 2.9001
Si, 3.8672, 9.5708, 2.9001
Si, 7.7343, 9.5708, 2.9001
Si, -1.2307, -0.7715, 24.6183
Si, 0.7006, 0.706, 25.3629
Si, 9.7566, -2.7501, 31.9458
Si, 0.0727, -2.5254, 14.4287
Si, 6.9168, 6.6544, 29.8076
Si, 13.7077, 2.5171, 31.2671
Si, -2.1355, 6.6022, 30.2648
Si, 2.0804, 8.5468, 29.1818
Si, 9.6811, 2.9733, 31.5083
Si, 1.9968, 8.5159, 31.5117
Si, 8.661, 3.4303, 25.2307
Si, 9.6214, 10.4611, 29.3722
Si, 7.477, 3.8755, 31.5883
Si, 5.7438, 2.3376, 31.7175
Si, 5.764, 2.2898, 29.3127
Si, 4.0237, 3.9977, 31.5739
Si, 6.0322, 4.8112, 25.5811
Si, 11.7587, 3.1538, 29.9772
Si, 2.4461, 2.6974, 23.6565
Si, 11.5246, 9.7222, 31.6511
Si, 15.1375, 11.243, 29.4516
Si, 2.3663, 9.0198, 25.2231
Si, 7.6192, 9.6035, 26.058
Si, 10.9074, 4.9465, 31.2111
Si, 0.005, 0.1528, 33.5274
Si, 3.8771, -0.0802, 33.6164
Si, 7.82, 0.0506, 33.5605
Si, 1.9957, 1.4284, 33.4369
Si, 5.7988, 1.1846, 33.6991
Si, 9.6882, 1.5235, 33.4434
Si, 0.0341, 5.5561, 33.4068
Si, 3.8978, 5.454, 33.4267
Si, 7.7479, 5.3175, 33.4807
Si, 1.9835, 6.8935, 33.3215
Si, 5.8815, 6.742, 33.5259
Si, 9.6548, 6.7506, 33.7253
Si, 1.9624, 2.7501, 35.4087
Si, 5.7931, 2.7584, 35.451
Si, 9.6943, 2.7741, 35.4358
Si, 0.0393, 4.1239, 35.3579
Si, 3.8635, 4.1382, 35.4106
Si, 7.7464, 4.0694, 35.4578
Si, 1.9191, 8.1637, 35.3751
Si, 5.8184, 8.1868, 35.4185
Si, 9.6783, 8.2342, 35.5147
Si, 0.0182, 9.5925, 35.4037
Si, 3.8427, 9.4897, 35.4938
Si, 7.755, 9.5657, 35.4454
Si, 0, 0, 37.3596
Si, 3.8672, 0, 37.3596
Si, 7.7343, 0, 37.3596
Si, 1.9336, 1.3673, 37.3596
Si, 5.8008, 1.3673, 37.3596
Si, 9.6679, 1.3673, 37.3596
Si, 0, 5.469, 37.3596
Si, 3.8672, 5.469, 37.3596
Si, 7.7343, 5.469, 37.3596
Si, 1.9336, 6.8362, 37.3596
Si, 5.8008, 6.8362, 37.3596
Si, 9.6679, 6.8362, 37.3596
Si, 1.9125, 2.7337, 6.7803
Si, 5.7766, 2.7491, 6.7403
Si, 9.6511, 2.7329, 6.7802
Si, -0.0283, 4.1031, 6.785
Si, 3.8401, 4.1042, 6.7491
Si, 7.7238, 4.0989, 6.7887
Si, 1.8885, 8.2257, 6.7577
Si, 5.7883, 8.2018, 6.7693
Si, 9.6604, 8.2109, 6.7689
Si, -0.027, 9.6042, 6.7841
Si, 3.8505, 9.5644, 6.7684
Si, 7.7171, 9.5681, 6.7646
Si, -0.0248, 0.0457, 8.7354
Si, 3.8543, -0.0273, 8.7155
Si, 7.6992, 0.0393, 8.6656
Si, 1.9408, 1.3638, 8.724
Si, 5.7685, 1.3984, 8.6648
Si, 9.6207, 1.3788, 8.7331
Si, -0.0608, 5.4355, 8.7567
Si, 3.7954, 5.5334, 8.6273
Si, 7.7301, 5.4754, 8.7328
Si, 1.8464, 6.8392, 8.6727
Si, 5.7915, 6.812, 8.6955
Si, 9.6261, 6.8558, 8.712
Si, 5.8445, 8.1877, 10.608
Si, 5.497, 1.6571, 12.3023
Si, 11.7839, -2.0333, 17.4762
Si, -5.2653, 7.0735, 27.5292
Si, 7.6438, -1.2227, 10.6356
Si, 11.4389, 5.2716, 12.5604
Si, -3.696, 9.2523, 20.8607
Si, 4.1162, 4.0101, 14.0199
Si, 5.7708, 2.9691, 10.4475
Si, -0.0581, 14.8748, 10.6556
Si, 7.8659, 5.6264, 12.8347
Si, 1.9119, 12.0696, 12.493
Si, -2.0335, -2.6294, 10.5907
Si, 5.4673, -2.1992, 19.0977
Si, 11.5292, -1.3603, 10.639
Si, 3.8971, 5.6827, 12.4698
Si, 9.5531, 2.6647, 10.7355
Si, 15.0107, 1.7252, 17.0552
Si, -1.708, 3.2104, 17.9142
Si, -0.9848, 5.4808, 26.2807
Si, 7.3815, 0.1812, 12.5921
Si, 3.9602, 10.8252, 12.481
Si, 11.4755, 10.8897, 12.6189
Si, 13.4375, 8.1376, 10.6414
O, -8.3921, -3.397, 28.5462
O, 5.6989, -1.7576, 17.5508
O, 6.357, -4.8147, 22.1264
O, 17.4236, -11.3042, 15.4124
O, -12.6639, -15.7237, 19.3869
O, 8.4326, -30.1244, 18.5233
O, -11.0065, 8.1447, 28.5966
O, -17.3984, 18.1078, 19.2607
O, 17.0083, -5.0104, 24.5494
O, 28.0475, -7.0802, 26.1926
O, 1.9494, 12.5336, 17.7663
O, 19.451, -18.0126, 22.0599
O, 15.2764, 19.458, 26.0704
O, 9.6634, -9.0277, 21.5941
O, 23.4853, -11.3666, 17.1711
O, 10.3963, -4.1472, 27.208
O, 1.0854, -4.0465, 23.0774
O, -22.6991, -31.1177, 26.6956
O, 5.0012, 2.7006, 13.5288
O, 50.9434, -9.5917, 28.6376
O, 9.4784, 13.2442, 14.1306
O, -7.0432, -33.3335, 30.4226
O, -10.1139, 19.2276, 18.3018
O, -7.8206, 6.7506, 22.5755
Si, -3.693, 20.5007, 31.7101
Si, 11.7974, -14.464, 24.3486
Si, 15.7518, -1.478, 31.7316
Si, 13.56, 2.7018, 10.6793
Si, 8.1246, -9.6862, 27.4663
Si, 5.7355, 4.5795, 29.9917
Si, 17.671, 8.0534, 31.5925
Si, -1.976, -7.0915, 14.7008
Si, 24.9647, -4.2371, 12.5663
Si, -4.6963, -8.786, 18.2097
Si, 3.8429, -12.4268, 10.5986
Si, 13.8949, 8.8789, 19.6072
Si, -6.6104, -8.3333, 20.1474
Si, 3.2569, -17.6102, 26.2292
Si, 21.5334, 0.3425, 21.8721
Si, 5.761, -11.1615, 17.0262
Si, 12.1264, -9.758, 17.0526
Si, 3.9481, -14.6261, 27.1078
Si, 14.0212, 7.6592, 22.5367
Si, 13.6207, -8.8984, 14.6039
Si, 1.912, 3.2294, 20.6117
Si, 3.7987, -6.6909, 10.5577
Si, -6.2642, 14.9781, 16.7267
Si, -2.1004, -14.5299, 18.9741
Si, -0.7035, -28.2253, 19.7665
Si, 12.8914, 0.3516, 20.981
Si, 12.4166, 14.0429, 27.5433
Si, 4.1297, -10.2949, 22.3592
Si, 5.3156, -4.1011, 23.1781
Si, 29.2735, -1.8069, 23.3366
Si, 21.388, -4.0035, 12.4779
Si, 20.9876, 3.3771, 22.2245
Si, 21.0822, 1.3299, 12.7747
Si, 5.8681, -3.9035, 12.6955
Si, 5.7352, -22.9068, 13.9013
Si, -0.9989, -25.1096, 28.5446
Si, 7.747, -17.6372, 10.7672
Si, 18.4662, -15.7623, 18.6257
Si, 6.7651, 4.7833, 21.301
O, 18.8999, 8.226, 26.8595
O, 10.9816, -0.3356, 30.3004
O, 5.9306, -16.5917, 17.5878
O, -1.2202, -2.4215, 18.2445
O, -4.1944, 9.0107, 22.3885
O, -2.6692, -11.3625, 20.8414
O, 19.8493, -15.0924, 18.0207
O, -8.3782, -20.5619, 15.4817
O, -12.3003, 8.7342, 23.9659
O, 12.6403, 12.7978, 20.4652
O, 12.805, 1.7099, 24.1366
O, 21.034, 0.8048, 28.3635
O, 20.2713, -30.7442, 26.1494
O, -15.8104, 5.1698, 19.8461
O, 19.8483, -33.3474, 30.2825
O, -4.3356, 10.8846, 27.0001
O, -17.7592, -28.9358, 21.0703
O, 26.5857, 3.0109, 19.8978
O, 3.978, -40.4904, 17.2575
O, 28.1712, 12.1848, 21.0804
O, 21.1745, -29.5231, 23.8662
O, 18.0865, -29.9307, 16.7821
O, 2.065, -24.7486, 21.0029
O, 9.2499, 15.5706, 26.148
O, -5.8256, -2.7049, 13.8865
O, 11.6627, -0.9401, 14.0245
O, 24.3729, -2.9902, 25.5644
O, 37.3741, -7.3348, 14.4968
O, -4.9828, -1.3057, 24.7814
O, 11.7307, 4.4393, 26.8573
O, 38.6455, -9.1335, 23.5009
O, 27.1129, -12.8782, 19.4606
O, -0.617, -4.8488, 24.8122
O, -1.327, -14.1002, 13.8566
O, 9.7664, 9.1236, 28.4318
O, 12.5581, -17.4986, 19.9041
O, -32.1726, -28.9323, 24.7664
O, 7.0159, 22.4398, 17.7422
O, 8.7447, 7.9687, 20.293
O, -24.4697, 4.3543, 21.3184
O, 9.5786, -21.8455, 23.4308
O, 27.657, -10.3346, 17.6085
O, 34.0703, -41.8558, 17.7805
O, 14.1731, -22.7124, 28.7219
O, -0.6136, 15.4379, 14.0105
O, 13.7075, -40.302, 22.2371
O, -8.9504, -2.0311, 23.6037
O, 28.1967, 15.5743, 15.2661
O, 12.2487, -20.0891, 15.5107
O, 41.3402, -34.181, 20.0153
O, 37.2477, 14.3672, 27.3933
O, 19.8873, -17.183, 14.185
O, -1.8934, -7.1008, 16.3587
O, 9.2079, -12.1476, 25.6849
O, 53.525, -7.1029, 24.8687
O, 14.8204, -5.0571, 26.5181
O, 6.7275, -38.1181, 26.8065
O, 13.0508, -3.2097, 13.8474
O, -20.7004, -20.6692, 30.3245
O, 7.1229, 2.138, 28.3967
O, 25.1325, -22.2677, 25.6203
O, -8.9925, -21.6718, 21.929
O, -6.5946, -33.4515, 22.8621
O, 1.6046, 10.3455, 19.7099
O, 11.4916, -21.993, 21.672
O, 0.1339, 8.1777, 16.0277

Results
free energy: -175136.208 eV
free energy less fixed offsets of O -568.88, Si -635.61 eV per atom: 6.942 eV

Forces (eV/angstrom), in the order of the atoms: element, x, y, z
Si, -0.0005, 0.0568, -0.0025
Si, 0.0032, 0.0148, 0.0067
Si, 0, 0.0322, 0.003
Si, 0.0056, -0.056, 0.0051
Si, -0.0012, -0.0002, 0.0062
Si, -0.0095, -0.0601, 0.0016
Si, -0.0049, 0.086, -0.0099
Si, -0.0007, 0.0314, -0.0064
Si, 0.0055, 0.0504, 0.0103
Si, 0.0085, -0.0667, -0.0195
Si, 0.001, -0.0382, -0.0045
Si, -0.01, 0.0224, 0.0181
Si, 0.008, 0.059, -0.0053
Si, -0.0091, -0.0105, 0.0119
Si, 0.0051, 0.0408, 0.0282
Si, -0.0206, -0.1362, -0.0646
Si, 0.011, -0.0374, 0.0015
Si, 0.0133, -0.0369, -0.0004
Si, 0.0135, 0.1207, -0.042
Si, -0.0077, 0.0508, -0.0205
Si, 0.0155, -0.0704, 0.0567
Si, 0.0035, -0.0614, -0.0067
Si, 0.0015, 0.0201, 0.0356
Si, 0.0062, -0.0214, 0.0244
Si, -0.0451, 0.1164, 0.0081
Si, -0.0117, -0.0015, 0.0286
Si, 0.0011, 0.0272, -0.0133
Si, -0.0467, -0.0152, 0.0654
Si, -0.0153, -0.024, -0.1115
Si, 0.0018, -0.0405, 0.0751
Si, -0.0094, 0.0356, 0.1045
Si, -0.0325, 0.0754, -0.1101
Si, -0.0074, 0.0274, 0.1556
Si, -0.0535, 0.0163, -0.0036
Si, -0.0015, -0.0518, 0.0198
Si, 0.0081, 0.0164, 0.0284
Si, 0.0071, 0.0535, -0.0022
Si, -0.0053, -0.0072, -0.0164
Si, -0.021, 0.0613, 0.0139
Si, -0.0046, -0.072, 0.0079
Si, -0.0114, -0.0122, -0.0162
Si, -0.0002, -0.0568, 0.0081
Si, -0.0067, 0.0381, -0.0125
Si, -0.007, 0.0401, 0.0063
Si, -0.0038, 0.0007, 0.0099
Si, -0.0026, -0.0602, 0.012
Si, -0.0093, -0.0118, -0.0083
Si, -0.0104, -0.0274, -0.0037
Si, 0.0308, 0.024, 0.0366
Si, 0.0202, -0.0929, -0.0169
Si, 0.0451, 0.0349, -0.0113
Si, 0.0125, 0.0086, 0.0053
Si, -0.1666, 0.0789, -0.2375
Si, -0.0522, 0.1373, -0.0125
Si, -0.0704, -0.0321, 0.0059
Si, -0.0273, 0.0169, -0.1118
Si, 0.033, -0.1096, -0.2388
Si, 0.0053, -0.0094, -0.0726
Si, 0.0008, 0.001, -0.004
Si, 0.031, 0.0564, -0.0907
Si, 0.218, -0.1551, -0.0956
Si, 0.0594, -0.0267, 0.1803
Si, -0.0458, -0.1795, -0.193
Si, -0.0984, -0.1594, -0.139
Si, -0.0291, 0.0684, 0.0052
Si, -0.1836, -0.2074, 0.176
Si, 0.0102, -0.0126, 0.0026
Si, 0.031, -0.0079, -0.0142
Si, -0.1356, -0.0775, 0.0656
Si, -0.0152, 0.0362, 0.0341
Si, -0.0175, -0.115, 0.0018
Si, -0.0272, 0.2366, 0.1907
Si, 0.0357, -0.0181, 0.0159
Si, -0.0473, -0.0442, -0.017
Si, 0.0289, -0.0348, -0.0096
Si, -0.0001, -0.0274, -0.0039
Si, -0.0093, 0.0376, -0.0075
Si, 0.0034, 0.012, 0.0023
Si, -0.0042, -0.0656, -0.099
Si, -0.0317, 0.0862, 0.0603
Si, 0.0193, 0.113, 0.0638
Si, -0.0169, -0.0181, 0.0454
Si, 0.0238, 0.0346, 0.0554
Si, -0.0227, -0.0355, -0.0184
Si, -0.0117, -0.0278, -0.0071
Si, 0.0064, -0.0454, -0.0116
Si, 0.0169, -0.0333, 0.0046
Si, 0.0044, 0.0531, -0.0204
Si, 0.0102, -0.025, -0.0059
Si, -0.0167, 0.0106, 0.0217
Si, -0.0073, -0.0553, -0.0043
Si, -0.0025, -0.0441, -0.0001
Si, 0.0245, -0.0283, -0.01
Si, -0.0154, 0.0284, -0.0147
Si, 0.0146, 0.0515, 0.0054
Si, -0.013, 0.0363, -0.0034
Si, 0.0497, 0.0091, -0.0001
Si, -0.0103, -0.0714, 0.142
Si, -0.0443, 0.0839, 0.0435
Si, 0.0112, 0.0149, -0.1617
Si, -0.0677, 0.0292, 0.0734
Si, 0.1239, -0.0187, -0.1266
Si, 0.0944, 0.0515, -0.2672
Si, 0.0147, 0.1207, -0.0234
Si, -0.0324, 0.1146, 0.0016
Si, -0.1504, -0.1449, -0.1812
Si, 0.0704, -0.0519, 0.0607
Si, 0.0869, -0.1047, 0.5175
Si, -0.0051, -0.0105, 0.0001
Si, 0.0045, -0.0045, -0.0017
Si, 0.0012, -0.0143, 0.0019
Si, 0.0102, 0.0108, -0.0179
Si, 0.0055, 0.0033, -0.0016
Si, -0.0118, 0.0129, -0.018
Si, 0.0101, -0.0093, -0.0034
Si, -0.0042, -0.0182, 0.0071
Si, -0.0009, -0.0008, -0.0077
Si, -0.0007, 0.0129, 0.008
Si, -0.0093, -0.0001, -0.0082
Si, 0.0079, -0.0015, -0.0048
Si, 0.0085, -0.0403, -0.0146
Si, 0.0061, -0.0019, -0.0009
Si, -0.0261, -0.0007, -0.0328
Si, 0.0068, 0.0145, -0.0207
Si, 0.0001, 0.0241, 0.0031
Si, 0.0143, 0.0381, -0.009
Si, -0.0044, -0.0138, 0.0036
Si, 0.0086, -0.0048, -0.0384
Si, 0.0006, -0.0273, -0.0022
Si, -0.0036, 0.0304, -0.0046
Si, -0.0202, 0.0332, -0.0253
Si, 0.0158, 0.0197, -0.0114
Si, -0.0265, -0.0224, 0.0028
Si, 0.0136, -0.0492, -0.0174
Si, -0.0047, 0.0014, 0.0105
Si, 0.0756, 0.087, 0.1687
Si, -0.0159, 0.0129, 0.0547
Si, 0.0028, 0.0184, 0.0149
Si, -0.0152, 0.0231, 0.0249
Si, 0.0271, -0.0168, 0.0543
Si, -0.0043, -0.0372, 0.0259
Si, 0.0045, 0.0254, 0.0116
Si, -0.0253, -0.005, -0.0245
Si, 0.0023, -0.0331, 0.0114
Si, 0.0018, -0.0361, 0.0169
Si, 0.0298, 0.0084, 0.0186
Si, 0.0252, 0.0261, -0.024
Si, 0.0581, 0.043, -0.0018
Si, -0.0231, -0.046, 0.0263
Si, 0.0708, 0.0233, 0.0553
Si, -0.0821, -0.0154, 0.0093
Si, -0.0071, 0.0421, 0.009
Si, 0.0527, 0.0087, -0.0137
Si, -0.0717, 0.0683, -0.0066
Si, -0.0518, 0.0435, 0.0229
Si, 0.0082, -0.014, -0.0192
O, -0.0476, 0.0076, 0.0619
O, -0.0009, -0.0069, -0.0005
O, 0.0153, -0.0232, -0.0255
O, -0.0063, -0.0355, -0.1476
O, -0.0064, 0.0383, 0.0027
O, 0.072, 0.0321, -0.0033
O, 0.0102, -0.0171, 0.1035
O, 0.0017, 0.0182, -0.0075
O, -0.001, -0.04, 0.0205
O, -0.0047, -0.0164, 0.0047
O, -0.0045, -0.0081, 0.007
O, 0.0308, 0.0009, 0.0108
O, -0.0088, -0.0091, 0.0095
O, 0.0128, 0.0158, 0.0139
O, 0.0072, -0.0107, 0.0052
O, -0.0041, -0.0123, 0.0635
O, -0.0095, -0.0034, -0.0069
O, -0.0216, 0.0791, 0.0996
O, 0.0065, -0.0076, -0.0169
O, 0.0815, 0.0332, 0.0121
O, -0.0058, 0.006, 0.0192
O, -0.0001, 0.0398, -0.042
O, -0.0105, -0.0045, -0.0073
O, -0.042, 0.0094, -0.0163
Si, -0.0601, 0.0107, -0.0007
Si, 0.0112, 0.0475, 0.0264
Si, -0.011, -0.0234, 0.0154
Si, -0.0084, -0.0168, -0.0046
Si, 0.1074, -0.104, -0.0571
Si, 0.1956, 0.3343, 0.1274
Si, 0.0235, 0.0175, -0.0579
Si, -0.0322, -0.0183, 0.0445
Si, -0.0508, -0.0251, -0.0038
Si, -0.004, -0.0224, 0.067
Si, 0.0153, -0.0054, -0.0153
Si, 0.0142, 0.012, 0.0081
Si, 0.0344, -0.0021, -0.0512
Si, -0.0025, 0.0505, 0.0104
Si, -0.0251, -0.0032, 0.0107
Si, 0.0151, 0.0723, 0.0815
Si, -0.0404, 0.0212, -0.0042
Si, 0.0177, -0.0279, -0.0257
Si, 0.03, -0.0054, 0.0423
Si, -0.0274, 0.0035, 0.0856
Si, 0.036, 0.0006, -0.0038
Si, 0.0218, -0.0079, 0.0428
Si, 0.0436, -0.041, 0.062
Si, -0.0185, -0.0228, 0.0056
Si, 0.0079, -0.0299, -0.0518
Si, 0.0094, 0.0086, 0.0219
Si, 0.0406, -0.0098, -0.1078
Si, 0.0453, 0.0049, -0.0075
Si, 0.0282, 0.0288, 0.0063
Si, -0.023, -0.0236, 0.0114
Si, 0.0038, -0.0414, -0.0047
Si, -0.0407, -0.0274, -0.0255
Si, 0.041, 0.0149, -0.0174
Si, 0.0187, -0.1225, -0.0527
Si, 0.0448, 0.0021, 0.1061
Si, 0.0819, 0.0842, -0.1162
Si, 0.0016, 0.0308, 0.0343
Si, 0.0011, -0.0535, 0.0101
Si, -0.0372, -0.0194, -0.0135
O, -0.0128, 0.0687, -0.0693
O, -0.0146, -0.0625, -0.0046
O, -0.0118, -0.0134, -0.0257
O, 0.0158, -0.0003, 0.001
O, 0.0216, -0.0064, -0.0261
O, 0.0148, -0.0039, 0.0059
O, 0.0137, 0.0187, 0.0004
O, -0.0072, -0.0161, -0.0581
O, 0.0273, -0.047, -0.019
O, -0.0062, 0.0021, 0.0011
O, -0.0034, 0.0238, -0.0345
O, -0.0637, -0.0154, -0.0258
O, -0.0227, 0.0019, 0.0126
O, 0.0039, 0.0297, -0.0063
O, 0.0008, -0.0608, 0.0164
O, 0.0063, 0.0619, 0.0166
O, 0.0115, 0.0186, 0.0241
O, -0.0595, 0.012, 0.0015
O, -0.0126, -0.0038, -0.027
O, -0.021, -0.0163, 0.032
O, -0.006, 0.0048, 0.0126
O, -0.044, 0.06, -0.0533
O, -0.0025, 0.0132, -0.0104
O, 0.0079, -0.006, -0.0193
O, -0.0139, 0.1257, 0.0702
O, 0.012, -0.0099, 0.0156
O, 0.0034, -0.0189, -0.045
O, -0.0039, 0.0193, -0.0243
O, 0.0371, 0.0184, 0.0312
O, 0.0035, -0.0221, 0.0035
O, -0.0178, 0.0046, -0.0126
O, -0.0189, -0.0013, 0.0008
O, -0.0098, -0.0232, -0.0074
O, 0.01, -0.009, -0.0059
O, 0.0034, -0.0003, 0.051
O, -0.003, 0.0006, 0.0006
O, -0.0052, -0.0007, 0.008
O, -0.0293, -0.0359, -0.0276
O, 0.0126, -0.01, -0.0184
O, 0.0011, 0.0073, 0.0099
O, 0.0087, 0.0158, -0.0351
O, -0.0059, -0.0278, -0.0263
O, 0.0281, -0.013, -0.0068
O, 0.0476, 0.0584, 0.0651
O, 0.003, 0.0197, -0.0078
O, 0.0003, -0.016, 0.0009
O, -0.0046, -0.0159, -0.0276
O, -0.0399, -0.0029, -0.0471
O, 0.0308, -0.0065, -0.0508
O, -0.0162, -0.0322, -0.0132
O, 0.0002, 0.0138, 0.0038
O, 0.0248, 0.0003, 0.0079
O, 0.023, 0.013, -0.0069
O, -0.0333, 0.0104, 0.0105
O, 0.0204, -0.0115, -0.0016
O, 0.0024, -0.0413, 0.0007
O, 0.0051, -0.0578, -0.0502
O, -0.0096, -0.0062, 0.0156
O, 0.0964, -0.0668, -0.0515
O, -0.1024, 0.0516, 0.057
O, -0.0165, -0.0019, -0.0235
O, -0.0173, -0.001, -0.0176
O, -0.0257, 0.0154, -0.0143
O, 0.0008, -0.02, 0.0034
O, 0.014, -0.0012, -0.0087
O, 0.0003, -0.0025, -0.0207

The program warned: the cutoff lies below the one the program advises for these potential files; the exchange-correlation potential is rough where the density is thin.
